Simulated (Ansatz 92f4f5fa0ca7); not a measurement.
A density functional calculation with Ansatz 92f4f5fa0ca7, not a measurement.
Periodic cell of 223 atoms, Si132O90P1, from a study of silicon, its oxide and their interface. The atomic structure is a simulated model.
Doubt: the cutoff is far below the 930 eV that the study's wrapper takes by default for these files, so forces and energies are approximate.
This geometry differs little from another in the collection (a relaxation step or a small displacement).

Settings
functional: PBE
potential files: Ansatz PAW
basis: plane waves
wave-function cutoff: 580 eV
density cutoff ratio: 5
exchange-correlation grid ratio: 1
k mesh: 1 x 1 x 1, Gamma-centred
self-consistency stop: 5e-08 eV per atom in the density residual
occupations: fixed
spin: none
net charge: +1 e, with a uniform compensating background and no finite-size correction

Cell vectors (angstrom)
a	10.938	0	0
b	0	10.938	0
c	0	0	32.1988

Atoms: element, x, y, z (angstrom)
Si	10.5917	0.2397	24.859
Si	5.7199	10.6652	24.7368
Si	2.4628	2.9082	24.6325
Si	8.3952	2.466	24.8284
Si	0.2656	5.1893	24.7556
Si	5.1531	5.727	24.6865
Si	2.9391	8.0176	24.5916
Si	7.9611	8.4356	24.73
Si	1.3238	1.3877	26.0395
Si	6.8376	1.2904	26.1125
Si	4.0267	4.103	25.9762
Si	9.5944	4.0622	26.1035
Si	1.4069	6.8285	25.9911
Si	6.7743	6.8476	26.0407
Si	4.0972	9.5308	26.0041
Si	9.4624	9.5871	26.1384
Si	2.7229	-0.0058	27.3506
Si	8.1547	-0.0222	27.5604
Si	0.0038	2.717	27.508
Si	5.4425	2.7496	27.3369
Si	2.7251	5.4647	27.4275
P	8.1829	5.4689	27.3588
Si	-0.0176	8.1769	27.3455
Si	5.4391	8.1956	27.468
Si	4.0844	1.3724	28.7437
Si	9.5766	1.3434	28.8508
Si	1.3727	4.1051	28.8167
Si	6.8281	4.1038	28.738
Si	4.0869	6.8165	28.8082
Si	9.5495	6.8201	28.7461
Si	1.3554	9.5579	28.7363
Si	6.7793	9.5499	28.8661
Si	0.0205	-0.0318	30.1676
Si	5.4209	0.0163	30.1663
Si	2.7394	2.7223	30.1562
Si	8.207	2.7519	30.1414
Si	-0.0293	5.4498	30.1406
Si	5.4847	5.4724	30.1519
Si	2.7152	8.2103	30.1312
Si	8.1833	8.1698	30.1623
Si	1.3787	1.3505	31.5361
Si	6.8166	1.3872	31.495
Si	4.1215	4.0815	31.5142
Si	9.5606	4.0994	31.5336
Si	1.3401	6.8508	31.4804
Si	6.8444	6.8122	31.5558
Si	4.071	9.5705	31.5271
Si	9.5819	9.539	31.5176
Si	2.7364	-0.008	0.7253
Si	8.1952	0.0051	0.6453
Si	-0.0008	2.7253	0.6946
Si	5.4824	2.7292	0.7044
Si	2.7307	5.4899	0.6352
Si	8.2145	5.4487	0.7288
Si	0.0079	8.1826	0.6978
Si	5.4614	8.2109	0.6923
Si	4.1307	1.3589	2.0751
Si	9.5575	1.3436	2.0458
Si	1.3817	4.1308	2.0171
Si	6.8479	4.0763	2.0876
Si	4.0936	6.8288	2.046
Si	9.5872	6.8298	2.0751
Si	1.3759	9.5385	2.071
Si	6.8309	9.6031	2.0406
Si	-0.0152	-0.0384	3.3926
Si	5.4967	0.0079	3.4815
Si	2.7739	2.7905	3.3627
Si	8.1946	2.6822	3.4602
Si	0.0338	5.4694	3.4394
Si	5.4705	5.4657	3.4105
Si	2.7677	8.1996	3.4572
Si	8.2039	8.2323	3.3789
Si	1.3881	1.3932	4.6261
Si	6.8479	1.3438	4.9203
Si	4.1529	4.0836	4.81
Si	9.5825	4.075	4.7626
Si	1.4165	6.8253	4.8291
Si	6.8185	6.8923	4.7272
Si	4.1357	9.5733	4.8501
Si	9.5526	9.5493	4.7973
Si	2.7452	0.1153	6.0528
Si	8.2076	-0.0649	6.2754
Si	0.0292	2.6663	6.047
Si	5.4754	2.7244	6.2957
Si	2.8169	5.4739	6.1882
Si	8.1746	5.4793	6.0297
Si	0.0124	8.1843	6.1555
Si	5.5255	8.2214	6.2387
Si	3.8359	1.5704	7.6067
Si	9.8422	1.1346	7.4606
Si	1.6277	3.7972	7.315
Si	6.658	4.4137	7.4773
Si	4.4078	6.6288	7.5534
Si	9.3664	6.9442	7.404
Si	1.1469	9.9156	7.2902
Si	7.1569	9.228	7.6755
O	8.3075	8.0838	7.8976
O	2.7168	2.7349	7.9503
O	9.5395	1.396	24.2907
O	4.0859	6.8867	24.1545
O	0.0332	0.0181	7.9546
O	5.5338	5.5077	8.0251
O	6.8171	9.5235	24.2255
O	1.325	4.042	24.1914
O	3.8623	7.3766	8.9383
O	0.8027	4.3752	8.5954
O	9.8111	6.1714	8.7949
O	2.1362	9.3763	8.4777
O	7.5256	3.9253	8.7887
O	4.2687	0.92	9.0667
O	6.7351	9.5565	9.2255
O	9.2121	1.8527	8.7992
O	7.702	3.1686	23.5302
O	10.4716	5.8423	23.4548
O	5.0809	0.4295	23.4056
O	5.8687	5.0984	23.3568
O	3.0943	2.201	23.2771
O	2.2968	8.727	23.2322
O	8.6147	7.7494	23.3922
O	0.2298	10.3389	23.5937
Si	4.3816	1.5643	22.461
Si	3.4897	7.9328	14.0255
Si	7.1179	0.9585	14.6616
Si	0.9436	9.3624	22.5152
Si	1.1832	4.3112	11.8818
Si	6.266	8.9659	15.3122
Si	0.6774	1.3714	12.2921
Si	8.6282	4.948	20.4925
Si	0.3262	5.7155	9.3613
Si	5.1021	3.1251	17.9362
Si	0.8862	3.7468	16.7383
Si	10.4046	2.8475	19.2177
Si	5.2819	1.1859	10.3487
Si	0.8833	0.1793	19.8369
Si	6.6474	9.4617	10.8688
Si	9.338	9.6764	18.3186
Si	9.3915	9.2491	12.5687
Si	6.5696	3.8479	22.5733
Si	2.4413	8.0663	9.3771
Si	10.5912	7.3693	17.0719
Si	2.5106	6.2942	16.5717
Si	10.1763	4.4949	14.1855
Si	6.14	9.1836	18.5074
Si	7.9703	2.5714	9.5793
Si	8.8796	2.1468	12.4512
Si	5.3364	6.2459	18.0591
Si	3.9257	0.5559	19.4564
Si	4.2797	3.8433	12.0476
Si	5.5435	6.604	12.1363
Si	8.012	2.5033	17.213
Si	4.3598	2.481	14.962
Si	1.5398	1.2141	15.2528
Si	1.5687	9.4184	12.0413
Si	8.051	6.8546	13.8639
Si	10.3823	9.8393	15.4828
Si	9.8025	7.0116	22.5387
Si	8.1071	5.4862	17.3964
O	6.0467	7.962	11.2863
O	6.0186	9.2095	16.8922
O	7.6787	1.3667	13.1916
O	0.8942	1.7493	13.8621
O	9.4279	6.2576	16.8795
O	6.7604	6.2057	13.1342
O	5.1324	4.6614	18.6082
O	9.2272	2.159	18.2735
O	2.3676	0.0946	19.0816
O	9.4129	10.2354	16.7636
O	2.7906	4.4373	11.7069
O	5.0672	10.322	19.1069
O	9.4251	3.2461	13.4895
O	0.4566	1.7668	19.9576
O	3.1535	1.3637	15.059
O	8.1615	5.3785	19.015
O	3.8912	6.6004	17.3875
O	4.5733	3.2824	16.3841
O	9.0635	5.6713	14.3117
O	5.4447	2.7587	22.1572
O	10.6726	4.1493	15.6825
O	0.3443	3.8692	18.277
O	10.4237	10.5122	19.2217
O	9.644	10.0301	14.0251
O	10.9094	8.1192	22.1081
O	1.1925	2.1625	16.5269
O	9.7363	3.7508	20.4136
O	8.1335	4.032	16.6767
O	-0.0423	9.1063	11.9012
O	6.5856	2.4189	18.0065
O	5.5853	10.7214	11.1909
O	7.7501	9.5913	18.8429
O	10.0282	1.0283	12.055
O	1.3108	6.9595	9.0454
O	0.6246	4.7703	13.3484
O	5.7068	7.6229	18.9781
O	5.2385	5.0888	11.5139
O	2.7127	6.9895	15.1121
O	0.9105	2.7489	11.4612
O	0.862	10.6868	15.546
O	2.3982	8.59	10.9044
O	4.6981	2.4359	11.2635
O	4.2555	3.5106	13.6753
O	2.2021	4.6847	16.4807
O	10.7029	8.2516	15.6942
O	6.9293	10.2913	14.6626
O	2.3438	8.9576	13.4189
O	8.0339	1.5203	15.9058
O	4.1264	6.9986	12.8498
O	4.1801	2.0135	18.729
O	7.2954	4.4148	21.2571
O	8.4071	2.9277	11.1009
O	1.1794	6.8644	17.3561
O	5.6542	1.576	14.7604
O	8.1322	9.7609	11.5851
O	9.2014	6.2837	21.2314
O	8.9577	7.7187	12.8508
O	1.6516	0.1239	11.8711
O	6.642	6.1489	17.0562
O	7.3978	7.8033	15.0386
O	1.2102	10.3027	21.2281
O	10.034	8.2001	18.3543
O	3.9495	0.8471	21.0795
O	0.3447	5.3401	10.9266
O	6.6923	1.5786	9.6236
O	4.778	8.7072	14.6779

Results
free energy: -135861.010 eV
free energy less fixed offsets of O -568.88, P -755.39, Si -635.61 eV per atom: -5.900 eV

Forces (eV/angstrom), in the order of the atoms: element, x, y, z
Si	-0.0002	-0.0152	-0.0265
Si	0.0041	0.0064	-0.0153
Si	0.0081	0.001	-0.0301
Si	-0.0184	-0.0019	-0.024
Si	0.0053	0.0154	-0.0162
Si	-0.0117	-0.0095	-0.0066
Si	-0.0054	-0.0046	-0.0062
Si	0.0112	0.0076	-0.0082
Si	0.0057	-0.0033	-0.0058
Si	-0.002	0.0015	0.0032
Si	0.0022	0.0035	0.0047
Si	-0.008	0.0093	-0.0079
Si	0.0026	-0.0003	0.0032
Si	0.0049	0.0009	-0.0017
Si	-0.001	-0.0004	0.001
Si	-0.0009	-0.0057	0.0018
Si	0.0023	-0.0037	0.0028
Si	-0.0062	-0.0038	0.0095
Si	0.0062	0.0023	0.0272
Si	0.0026	-0.0011	-0.0043
Si	-0.0001	0.005	-0.0031
P	-0.0009	-0.001	-0.0241
Si	-0.0007	-0.0024	-0.0045
Si	-0.0074	0.0007	0.0116
Si	0.0005	0.0027	0.0065
Si	-0.0032	-0.0035	-0.0077
Si	-0.0012	-0.0061	-0.0066
Si	-0.0057	-0.0093	0.0125
Si	-0.0013	-0.0006	-0.0075
Si	0.0091	0.0087	0.0109
Si	-0.0048	0.0009	0.0077
Si	0.0099	0.0061	-0.0127
Si	0.0068	-0.0028	0.0037
Si	-0.0076	0.0015	0.0035
Si	0.0014	-0.0027	0.0033
Si	-0.0006	0.005	0.0027
Si	-0.0042	0.0016	0.0023
Si	0.0035	0.0009	0.0018
Si	0.0006	0.0038	0.0008
Si	-0.0015	-0.0058	0.0038
Si	0.0006	-0.0015	0.0008
Si	-0.0011	-0.0008	-0.0002
Si	-0.0015	-0.0028	-0.0007
Si	0	-0.0008	0.0028
Si	-0.0002	0.0016	-0.0002
Si	0.0006	0.0014	0.0022
Si	0	0.0005	0.0024
Si	0.002	0.0011	-0.0012
Si	-0.0017	-0.0001	0.0001
Si	0.0001	0.0011	0.0006
Si	0	-0.0004	0.0003
Si	0.0004	0.0002	0.0008
Si	0.001	-0.0001	0.0003
Si	-0.0006	0.0008	-0.0004
Si	-0.0008	-0.0005	0.0007
Si	0.0004	-0.001	-0.0003
Si	0.0017	-0.0026	-0.001
Si	0.0027	-0.0009	0.0005
Si	-0.0048	-0.0002	-0.0031
Si	0.0015	-0.003	0.0017
Si	0.0032	0.0028	0.0005
Si	0	-0.0006	-0.0001
Si	0.0048	-0.0006	0.0006
Si	-0.0046	-0.0003	-0.0015
Si	0.0043	0.0089	0.0066
Si	-0.0027	0.0016	-0.0062
Si	-0.003	-0.0096	0.0098
Si	0.0014	0.0054	-0.0051
Si	-0.0015	0	-0.0019
Si	-0.0004	0.0006	0.0032
Si	-0.0067	-0.0021	-0.0062
Si	0.0034	-0.0019	0.0086
Si	-0.002	-0.0012	-0.0103
Si	-0.0012	-0.0002	0.0073
Si	0.0037	0.0027	-0.0027
Si	-0.0005	-0.0017	0.002
Si	0.0009	0.0037	0.0023
Si	-0.0002	0.002	-0.0004
Si	0.0013	0.0025	0.0072
Si	-0.0036	-0.0037	-0.0024
Si	0.0045	0.002	-0.0052
Si	-0.0003	-0.0003	-0.0061
Si	-0.0016	-0.0005	-0.0037
Si	-0.0009	-0.0038	-0.0063
Si	0.0003	0.001	-0.0034
Si	0.0001	0.0001	-0.006
Si	0.0001	-0.002	-0.004
Si	0.0021	-0.0008	-0.0055
Si	0.0044	-0.0038	0.0175
Si	-0.0033	0.0041	0.0128
Si	-0.0063	0.0041	0.0109
Si	0.0009	0.0021	0.0135
Si	-0.0016	0.0024	0.0118
Si	-0.0001	0.0018	0.0078
Si	-0.0025	-0.0025	0.0115
Si	-0.0006	-0.0011	0.0218
O	-0.0026	-0.0033	0
O	0.0006	-0.0054	-0.0043
O	0.0073	0.0071	0.0151
O	0.0045	-0.0026	-0.0074
O	0.0047	0.0035	-0.0029
O	0.0021	-0.0006	-0.0027
O	-0.0001	-0.004	-0.002
O	-0.0065	-0.0069	0.0097
O	0.0053	-0.0046	-0.0092
O	0.0033	-0.0042	-0.0075
O	-0.0052	0.0031	-0.0087
O	-0.0038	0.006	-0.0095
O	-0.0044	0.0049	-0.0104
O	-0.0052	0.0029	-0.0148
O	0.0016	-0.0009	-0.0206
O	0.0056	-0.0049	-0.0096
O	0.0093	-0.006	0.0137
O	0.006	-0.0082	0.0121
O	0.0026	-0.0046	0.0125
O	-0.0005	0.0046	0.0068
O	-0.0095	0.0079	0.0183
O	0.004	-0.0019	0.0118
O	-0.0056	0.0016	0.0077
O	-0.0075	0.0107	0.0115
Si	-0.0004	-0.004	-0.0135
Si	-0.0001	-0.0006	0.0022
Si	-0.0001	0	0.0012
Si	0.0008	0.0053	-0.0129
Si	0.0008	-0.0004	0.0056
Si	0.0006	0.0001	-0.0013
Si	0.0001	0.0001	0.0048
Si	0.0012	-0.0006	-0.0068
Si	0.0038	-0.0003	0.0078
Si	0.0003	0.0004	-0.0051
Si	0.0006	0.0002	-0.0036
Si	0.0004	-0.0003	-0.007
Si	0.0021	0.0023	0.0097
Si	-0.0017	-0.0002	-0.0075
Si	0.0004	-0.0009	0.0096
Si	0.0004	-0.0001	-0.0052
Si	0.0008	-0.0001	0.0051
Si	0.0012	-0.0011	-0.0116
Si	-0.0019	-0.0015	0.0093
Si	-0.0004	0.0004	-0.0038
Si	-0.0002	0	-0.0029
Si	-0.0002	0.0003	0.0019
Si	0.001	-0.0001	-0.0049
Si	-0.0009	-0.0028	0.0093
Si	0.0006	-0.0003	0.0064
Si	-0.0003	-0.0005	-0.0049
Si	0.0009	0.0008	-0.0068
Si	0	0.0008	0.0061
Si	-0.0005	-0.0005	0.0051
Si	-0.0002	0.0001	-0.0042
Si	0.0002	0.0001	0.0001
Si	-0.0002	0.0001	-0.0011
Si	-0.0006	0.0004	0.0058
Si	0.0006	-0.0003	0.0023
Si	0	-0.0001	-0.0009
Si	-0.0013	0	-0.0108
Si	0.0006	0.0004	-0.0058
O	0.0006	0.0015	-0.0034
O	-0.0002	0.0001	0.0009
O	0.0001	0.0003	-0.0026
O	0	-0.0002	-0.0016
O	-0.0006	-0.0002	0.0024
O	0.0001	0.0002	-0.0016
O	0.0001	0.0001	0.0028
O	0.0003	0.0001	0.0027
O	0.0009	-0.0001	0.0034
O	0.0001	0.0001	0.0015
O	-0.0005	0.0002	-0.0027
O	-0.0006	0.0005	0.0029
O	-0.0003	0.0001	-0.0022
O	0.0002	0.0001	0.0034
O	0.0003	0	0.0006
O	-0.0003	0	0.0038
O	0.0001	0.0001	0.0021
O	-0.0001	-0.0004	0.0012
O	0.0001	-0.0001	-0.0008
O	0.0008	0.0014	0.0039
O	-0.0001	0	0.0002
O	0.0001	0.0001	0.0025
O	0.0004	-0.0001	0.0029
O	-0.0002	-0.0001	-0.0012
O	-0.0013	-0.0014	0.0043
O	0.0001	-0.0005	0.0019
O	-0.0007	0.0009	0.0035
O	-0.0002	0.0001	0.0022
O	0.0006	0	-0.0024
O	0	-0.0002	0.0023
O	-0.0004	0.0009	-0.0033
O	-0.0008	-0.0001	0.0025
O	0	0.0004	-0.0024
O	-0.0001	0.0009	-0.0031
O	0.0005	0.0001	-0.0018
O	0	0.0006	0.0028
O	-0.0002	0.0003	-0.0027
O	0.0002	0.0006	-0.0003
O	0	0.0003	-0.0029
O	0.0001	0.0003	0.0007
O	0.0007	-0.0011	-0.006
O	0.0006	-0.003	-0.0049
O	0.0001	0.0002	-0.0017
O	-0.0002	0	0.0018
O	0.0001	0.0002	0.0008
O	-0.0001	0.0002	-0.0001
O	-0.0001	0.0004	-0.0017
O	-0.0001	-0.0002	0.0004
O	0.0002	0.0001	-0.0019
O	-0.0002	-0.0007	0.0034
O	-0.0018	-0.0014	0.0069
O	-0.0007	0.0003	-0.0053
O	0.0004	-0.0001	0.0018
O	-0.0001	0.0001	-0.0001
O	-0.0017	-0.0001	-0.0037
O	0.0013	0.0018	0.0062
O	0.0002	0.0006	-0.0021
O	0.0003	-0.0006	-0.0023
O	0.0004	0.0001	0.0022
O	0	0.0003	0
O	-0.0009	-0.0039	0.0077
O	0.0002	0.0001	0.0029
O	0.0014	0.0024	0.0074
O	-0.0012	0.0017	-0.0053
O	0.0001	0.0007	-0.0035
O	-0.0001	0.0002	-0.0002

The program warned: the cutoff lies below the one the program advises for these potential files; the exchange-correlation potential is rough where the density is thin.
